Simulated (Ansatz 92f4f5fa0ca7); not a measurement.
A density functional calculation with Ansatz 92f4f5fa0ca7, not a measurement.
Periodic cell of 153 atoms, Si99O54, from a study of silicon, its oxide and their interface. The atomic structure is a simulated model.

Settings: functional r2SCAN; potential files Ansatz norm-conserving; basis plane waves; wave-function cutoff 1300 eV; density cutoff ratio 4; exchange-correlation grid ratio 1; k mesh 2 x 2 x 1, shifted by 0.5 0.5 0.5 of a step; self-consistency stop 5e-08 eV per atom in the density residual; occupations Fermi-Dirac, 0.05 eV; spin none; net charge 0.

Cell vectors (angstrom)
a 11.54 0 0
b 0 11.54 0
c 0 0 20.1117

Atoms and the computed forces on them: element, x, y, z (angstrom), force x, y, z (eV/angstrom)
Si -0.0145 0.7206 -0.2362 0.1665 0.7376 0.321
Si 0.0005 3.747 0.4168 0.1973 0.1333 -0.3486
Si 0.0432 6.7751 -0.167 -0.3434 -0.5106 -0.1433
Si 3.878 0.4262 0.265 -0.0952 0.4414 -0.9914
Si 3.7307 3.5271 0.2516 -0.2833 -0.2168 -0.8721
Si 4.1185 7.6339 -0.6117 -0.0059 -0.2917 -0.444
Si 7.8075 0.2662 -0.1824 -0.1244 0.1237 -0.4264
Si 8.0827 3.4188 -0.5432 -0.5739 -0.3035 -0.4077
Si 5.9077 6.166 -4.0889 -0.099 -0.0134 -0.0955
Si 1.8111 0.0494 1.2693 -0.0555 0.0273 0.0003
Si 1.9101 3.7825 1.6784 0.0919 0.0125 -0.2042
Si 1.6524 7.547 1.4119 0.1922 -0.0939 0.2996
Si 5.9124 0.0485 1.3159 0.2398 -0.0299 -0.0783
Si 5.7384 3.9171 1.3546 0.1294 -0.0431 -0.3373
Si 6.5165 7.6376 1.3601 -0.5002 0.0286 -0.1854
Si 9.6803 0.0462 1.1879 0.0318 -0.1311 0.0635
Si 9.4825 3.7921 1.3982 -0.0364 -0.1132 -0.1125
Si 9.0318 7.6089 1.3976 0.4332 -0.1397 -0.3069
Si 1.9234 1.795 2.8486 -0.1047 -0.0054 0.2014
Si 1.9066 5.7708 2.8763 0.0934 -0.0247 0.2351
Si 1.7875 9.5954 2.6143 -0.0137 0.1141 0.1128
Si 5.8903 1.9416 2.7115 0.172 -0.0101 -0.0516
Si 5.8625 5.81 2.7339 0.034 0.0644 0.0603
Si 5.8649 9.5934 2.6011 -0.0295 0.1191 -0.0835
Si 9.5746 1.8489 2.7217 -0.0586 0.0062 0.0918
Si 9.4724 5.7439 2.7618 0.0284 -0.1525 0.1827
Si 9.5905 9.6014 2.588 -0.0395 0.3315 0.0019
Si -0.0492 1.8722 4.1112 0.0915 -0.0486 -0.1595
Si -0.0764 5.7619 4.11 -0.0395 0.227 0.0101
Si -0.07 9.6225 4.0401 -0.0359 -0.1969 0.0145
Si 3.9429 1.874 4.0617 -0.0226 -0.0295 -0.0508
Si 3.9217 5.8244 4.0883 -0.1809 0.1329 -0.064
Si 3.8625 9.6267 3.9379 0.0671 -0.2537 -0.1868
Si 7.7161 1.8761 4.1703 0.0299 -0.006 -0.0134
Si 7.6562 5.708 4.2245 0.1049 0.1305 0.1618
Si 7.6967 9.651 4.0611 -0.0881 -0.1731 0.0856
Si -0.0232 -0.0369 5.464 -0.0725 -0.023 0.1675
Si 0.0054 3.8124 5.3939 -0.1441 -0.0304 -0.0961
Si -0.064 7.7282 5.4684 0.0157 0.0126 0.0064
Si 3.8906 -0.0369 5.4306 0.0764 0.0691 0.1019
Si 3.92 3.8349 5.3496 0.0189 0.0613 -0.1255
Si 3.9183 7.7664 5.421 -0.0481 -0.0924 0.0524
Si 7.643 -0.0484 5.5177 0.0603 -0.0601 -0.0652
Si 7.7046 3.7828 5.545 0.0123 0.0609 -0.1324
Si 7.6953 7.7242 5.4949 0.0445 0.1023 -0.0948
Si 1.9533 0.0205 6.8167 -0.0547 0.0378 0.1054
Si 1.9849 3.8028 6.6328 0.2117 0.0156 0.0882
Si 1.9566 7.8219 6.7192 -0.0293 -0.0766 0.0076
Si 5.7399 -0.0291 6.9274 0.0377 0.0735 0.178
Si 5.7344 3.8332 6.8249 0.1403 -0.1148 0.1207
Si 5.7979 7.6586 6.907 0.0381 -0.0347 0.1017
Si 9.5911 -0.1353 6.8093 -0.0873 0.0866 -0.0292
Si 9.6903 3.8135 6.7739 0.1116 -0.0478 0.0486
Si 9.5771 7.7292 6.9241 -0.0756 -0.1441 0.0026
Si 2.0114 2.0131 8.1734 -0.1915 0.1835 0.105
Si 2.0333 5.7735 7.8321 0.1305 0.1198 -0.2992
Si 1.9924 9.6815 8.2651 0.1157 -0.0322 0.1937
Si 5.7644 2.002 8.2813 -0.0007 -0.112 0.059
Si 5.8691 5.6557 8.3057 0.0868 -0.0073 0.1192
Si 5.7804 9.563 8.2823 0.0437 0.0681 -0.0537
Si 9.5969 1.8325 8.0123 0.2477 0.0062 -0.0005
Si 9.6272 5.7046 8.1679 -0.2391 0.155 -0.2501
Si 9.6808 9.6353 8.3686 -0.1518 0.0771 0.0819
Si -0.0479 1.9258 9.3792 -0.4516 0.025 -0.412
Si 0.1688 5.9416 9.1244 0.2137 0.1997 0.1788
Si 0.0895 9.873 9.7337 0.017 -0.7032 0.783
Si 3.8698 2.082 9.7598 0.0103 -0.0316 0.0754
Si 3.7647 5.7925 9.3702 0.0965 -0.3409 -0.3782
Si 3.9509 9.7191 9.7495 -0.1087 0.3773 -0.0441
Si 7.809 2.4855 9.3947 -0.1277 0.3331 -0.0296
Si 7.8832 4.9235 9.6127 -0.2815 -0.1294 -0.3103
Si 7.6722 9.7738 9.6353 -0.1646 -0.1751 0.4209
Si 0.5174 0.3305 10.9432 0.7639 0.0634 -0.0777
Si -0.0768 4.4316 10.7766 -0.2341 -0.0394 0.0635
Si 1.1289 7.3519 10.7266 -0.967 0.3477 0.2307
Si 3.6686 0.1556 11.1821 0.1856 -0.1186 0.3636
Si 3.0384 4.0691 10.8926 -0.0096 -0.0918 -0.1309
Si 3.4213 7.6749 10.6846 0.315 -0.4946 0.5009
Si 7.9722 0.937 11.1316 -0.4072 0.0224 -0.3732
Si 8.6924 5.2562 11.835 -0.1602 -0.1171 -0.0048
Si 8.0871 8.2755 12.4023 -0.1075 -0.035 -0.1341
Si 4.7526 0.0428 14.2629 -0.0156 0.0507 0.0489
Si 4.2661 9.6097 18.3222 -0.0905 1.1318 -0.2787
Si 3.8574 5.7703 18.128 -0.008 -0.7309 -0.1919
Si 6.4279 -2.4184 14.9503 -0.2318 -0.1169 -0.053
Si 11.6555 8.3382 17.4375 0.046 -0.0293 0.0949
Si 10.1227 -2.6038 14.356 -0.0382 -0.4628 0.0586
Si 11.644 11.3785 17.7177 0.0231 0.0806 -0.7836
Si -0.8694 1.097 12.605 -0.3443 -0.2173 0.2023
Si -2.9743 16.2723 16.6383 -0.1857 0.0334 -0.2525
Si 7.4434 1.3257 14.0749 -0.077 -0.1 0.0739
Si 2.7323 5.7086 12.4937 0.0733 0.4106 0.6976
Si 7.3846 9.6858 17.6155 0.0808 -0.0703 -0.1176
Si 12.8066 8.4843 15.4047 0.4988 0.0264 -1.0483
Si -1.5184 -0.3868 15.015 -0.0493 0.1537 0.0684
Si -2.03 7.6402 16.9161 -0.8512 -0.1678 -0.1822
Si 2.5803 10.9281 16.1078 0.0629 0.2034 -0.2033
Si 8.8154 3.1728 14.0283 -0.1061 -0.0831 -0.0281
Si 3.1222 6.0152 15.2663 0.2513 -0.1214 -0.124
O 0.0417 2.3876 -0.5259 -0.1469 -0.5236 0.3566
O -2.0771 6.017 -3.0653 -0.0359 0.1226 0.0193
O 0.7065 7.337 -1.5456 0.0699 -0.042 0.1616
O 3.6029 4.4131 -1.1289 0.1188 0.2791 0.2834
O 1.7128 10.0249 -5.0351 -0.0492 -0.1039 0.3918
O -1.5017 7.3318 0.0641 0.1219 0.0197 0.0597
O 3.787 1.9794 -0.3434 0.1103 -0.2582 0.8119
O 11.6077 -1.7302 -1.9628 0.1157 -0.0233 -0.1364
O -3.2151 3.9302 -2.0855 0.101 0.0872 0.2376
O 3.0824 7.6133 0.614 0.1475 0.0871 0.1046
O 6.1307 7.7442 -4.3583 0.0842 0.0932 -0.0168
O 3.9716 11.0437 -1.0763 -0.019 -0.4409 -0.011
O 5.384 5.8366 -2.5907 -0.2194 0.1416 -0.1665
O 7.9686 -0.6708 -1.5464 -0.1996 0.0189 0.2243
O 11.6074 8.2589 -5.7997 -0.0396 -0.012 0.0676
O 6.697 4.0997 -0.0075 0.0423 -0.1836 0.2569
O 2.834 5.6378 -3.2839 0.2511 0.0974 -0.0987
O 5.6708 7.4758 -0.0622 0.0241 0.0369 0.4292
O 4.3805 0.1645 12.6793 -0.1321 0.0397 -0.3431
O -4.4388 1.1704 12.4716 0.1839 -0.1656 0.1281
O -1.403 14.0563 13.2634 0.1132 -0.1816 -0.0597
O 2.538 7.521 15.0657 -0.1846 -0.0636 0.1966
O 11.6972 8.6672 10.9347 0.2358 0.3487 -0.5013
O -0.4703 11.7001 13.8827 -0.3119 0.4864 0.0611
O 7.6976 -2.8239 10.9004 0.029 0.1865 -0.2582
O 5.1341 -1.5056 14.5916 0.1888 0.1212 0.1198
O 10.3315 5.1574 11.757 0.0022 -0.323 0.1629
O -0.9042 3.1116 10.2506 0.9358 -0.0487 0.1711
O 3.7798 6.9993 12.2299 -0.638 -0.1527 -0.2661
O 3.502 11.9476 15.2444 0.0088 -0.3173 0.0641
O 6.9994 -2.7644 13.4817 0.2114 0.0654 0.0881
O 1.3901 3.7392 11.1412 -0.3478 -0.1462 -0.1523
O 8.1741 6.6716 12.3994 0.1931 0.1844 0.1435
O 9.4982 8.9194 12.8544 0.1321 -0.0539 0.1526
O 5.9639 1.0584 14.7144 0.0423 -0.3763 -0.2242
O -3.6894 1.8057 19.3546 0.1166 0.197 0.3488
O -4.3173 -6.2844 15.8593 0.2089 0.0906 0.2458
O 0.0404 5.146 19.6497 0.0101 0.6248 0.2919
O 1.2343 6.3284 12.0479 0.5622 -0.0351 0.0609
O 3.4105 9.79 16.9388 0.1717 -0.0422 0.2938
O 5.8519 -13.593 18.038 -0.0167 0.0148 -0.0044
O 9.2146 -3.5674 15.3306 0.0413 -0.078 0.0541
O 10.4948 11.574 16.5304 0.2748 -0.0218 0.2833
O 9.2504 3.794 15.4834 0.0685 0.2038 -0.0575
O 7.3462 -1.5561 16.004 -0.0495 -0.1296 0.2259
O 13.6144 0.1662 11.4966 -0.535 0.0443 -0.1927
O -2.9789 0.257 14.6321 0.0651 0.0605 -0.1084
O 1.5714 11.7679 17.0711 -0.287 -0.266 0.0385
O 9.4562 0.5007 11.6315 -0.1125 0.2048 0.3395
O 8.1276 4.1842 12.9401 0.6325 0.222 0.0567
O 4.7195 5.7856 14.9886 -0.1681 0.2136 0.3199
O 2.5195 5.1467 14.0259 -0.0691 0.5167 -0.0232
O 8.313 8.3548 17.8079 0.1783 0.0244 -0.1804
O 7.3069 -0.3018 10.2938 0.4805 -0.1111 0.1748

Results
free energy: -36728.861 eV
free energy less fixed offsets of O -463.61, Si -117.95 eV per atom: -16.871 eV
pressure: -0.62 GPa
stress xx, yy, zz, yz, xz, xy (GPa, positive in tension): 0.28, 0.27, 1.29, 0.27, 0.56, -0.81

The program warned: the forces do not sum to zero within the program's tolerance.
